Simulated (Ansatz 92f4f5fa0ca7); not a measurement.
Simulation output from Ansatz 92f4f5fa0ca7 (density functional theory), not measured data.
Periodic cell of 224 atoms, Si134O86N4, from a study of silicon, its oxide and their interface. The atomic structure is a simulated model.
This geometry differs little from another in the collection (a relaxation step or a small displacement).

Settings: functional r2SCAN; potential files Ansatz PAW; basis plane waves; wave-function cutoff 800 eV; density cutoff ratio 5; exchange-correlation grid ratio 1; k mesh 1 x 1 x 1, shifted by 0.5 0.5 0 of a step; self-consistency stop 1e-10 eV per atom in the density residual; occupations fixed; spin none; net charge 0.

Cell vectors (angstrom)
a  10.88  0  0
b  0  10.88  0
c  0  0  32.3759

Atoms: element, x, y, z (angstrom)
Si  0.2075  -0.0073  -0.0243
Si  2.5842  2.8373  -0.047
Si  0.4151  5.1467  -0.0438
Si  2.3103  8.5107  -0.0405
Si  5.7605  -0.1154  -0.0819
Si  7.834  2.9704  0.1091
Si  5.7553  5.3104  -0.0763
Si  7.9369  8.4731  -0.0481
Si  1.3968  1.4145  1.3705
Si  4.1321  4.1181  1.184
Si  1.3366  6.8447  1.296
Si  4.0721  9.584  1.1362
Si  6.7488  1.395  1.4246
Si  9.5689  4.1069  1.2296
Si  6.8384  6.8698  1.2888
Si  9.5031  9.6397  1.2341
Si  -0.0227  2.7464  2.6638
Si  2.7656  0.0152  2.6298
Si  -0.0788  8.1884  2.6096
Si  2.7621  5.4738  2.5866
Si  5.3595  2.757  2.6809
Si  8.1783  0.0475  2.6884
Si  5.3877  8.1925  2.5797
Si  8.2144  5.4882  2.616
Si  1.3714  4.1209  3.9619
Si  4.0401  1.3828  4.0359
Si  1.3548  9.5217  3.9366
Si  4.087  6.8126  3.9772
Si  6.8146  4.0986  3.9529
Si  9.5343  1.3787  4.0364
Si  6.7704  9.5336  3.9688
Si  9.502  6.8381  4.0216
Si  0.0104  -0.0125  5.3462
Si  2.6727  2.7302  5.3668
Si  0.0107  5.4663  5.3358
Si  2.6952  8.1599  5.3082
Si  5.4236  0.0152  5.3436
Si  8.146  2.728  5.3447
Si  5.4437  5.4331  5.3272
Si  8.1138  8.168  5.3628
Si  1.3363  1.3473  6.7255
Si  4.074  4.0685  6.6987
Si  1.3579  6.8204  6.6985
Si  4.0565  9.5076  6.6679
Si  6.7899  1.3549  6.7012
Si  9.5242  4.0814  6.6746
Si  6.781  6.7689  6.7115
Si  9.5102  9.5196  6.7058
Si  -0.0385  2.7106  8.0566
Si  2.6999  -0.0432  8.0492
Si  -0.0198  8.1456  8.073
Si  2.7121  5.4479  8.0371
Si  5.441  2.7057  8.0673
Si  8.1195  -0.0299  8.0609
Si  5.389  8.1243  8.0252
Si  8.1618  5.3985  8.0506
Si  1.3242  4.1115  9.3743
Si  4.0955  1.2849  9.3766
Si  1.3597  9.4768  9.4459
Si  4.0726  6.7707  9.4259
Si  6.8128  4.0591  9.4453
Si  9.4465  1.3657  9.4017
Si  6.779  9.4082  9.3888
Si  9.4973  6.7592  9.4123
Si  -0.0813  -0.0218  10.6936
Si  2.7596  2.7526  10.6098
Si  -0.0564  5.4215  10.8049
Si  2.7018  8.0594  10.8303
Si  5.4157  -0.1512  10.7325
Si  8.1169  2.6827  10.8565
Si  5.5177  5.4948  10.7919
Si  8.0845  8.0129  10.7988
Si  1.2947  1.47  11.851
Si  4.1691  4.0555  11.9732
Si  1.3063  6.7234  12.2172
Si  4.1281  9.3586  12.1691
Si  6.7484  1.1763  12.0947
Si  9.4285  4.1439  12.2269
Si  6.8271  6.7053  12.4064
Si  9.4415  9.4158  12.0254
Si  0.0094  2.7652  13.3535
Si  2.5773  -0.0185  13.0163
Si  -0.174  8.1139  13.4871
Si  2.7791  5.2657  13.394
Si  5.4022  2.6071  13.3411
Si  8.1271  -0.1961  13.4759
Si  5.4836  8.1275  13.8108
Si  8.1309  5.2523  13.9512
Si  1.7023  3.6417  14.7395
Si  3.6993  1.3675  14.4427
Si  1.0222  9.8854  14.4131
Si  4.231  6.375  14.8479
Si  7.126  3.0953  14.9646
Si  9.6465  1.2044  14.5139
Si  7.0998  9.3746  15.2429
Si  9.3309  7.0606  15.1278
Si  -6.591  -1.3669  20.3045
Si  0.3736  6.9442  17.6974
Si  5.6516  0.9206  16.6434
Si  -2.0039  7.7037  19.5849
Si  13.0877  4.5031  17.5945
Si  -5.0197  2.2606  22.972
Si  5.2937  4.2221  16.7864
Si  9.6175  -4.189  22.2587
Si  6.4474  6.2805  18.6225
Si  -2.1317  1.9225  22.4971
Si  6.79  6.9029  23.1557
Si  14.3203  0.3437  22.6119
Si  4.6911  4.9622  23.2876
Si  -6.1188  6.7091  20.9977
Si  1.1689  1.2341  16.2992
Si  -2.9737  9.2749  24.7661
Si  1.0579  1.6864  26.4148
Si  14.266  -0.1548  18.0061
Si  0.6303  12.3347  21.4531
Si  2.7976  8.0237  29.359
Si  -0.5666  3.9454  21.1054
Si  -0.1844  -2.5222  24.5764
Si  -1.5811  1.0222  27.3568
Si  2.7085  8.3728  16.551
Si  6.6642  9.2196  18.2423
Si  0.4753  2.5464  18.8028
Si  -8.7216  10.2167  25.1312
Si  12.7157  5.505  28.0338
Si  -0.6097  4.885  29.6029
Si  -1.3203  1.8506  30.2944
Si  -1.4961  8.7978  27.078
Si  5.4658  -4.2773  29.4077
Si  4.3114  1.542  30.0265
Si  -3.3324  1.3575  25.0163
Si  3.0192  4.0802  25.8277
Si  4.3796  4.072  28.3871
Si  -8.1499  10.7287  28.0267
Si  8.432  7.2055  29.5259
O  -5.9715  2.8979  29.3608
O  -2.9555  1.3948  26.5814
O  -2.2426  -3.1324  31.0385
O  -0.279  11.7232  31.0279
O  1.517  4.0038  -0.4648
O  -0.0057  5.7168  30.861
O  1.2473  9.6877  -0.4773
O  2.6736  7.7622  -1.4342
O  5.3528  0.7254  30.9514
O  1.6694  1.0575  27.7931
O  -0.464  2.0515  26.7842
O  8.2699  2.0284  31.2319
O  5.2635  6.073  30.9358
O  6.8248  9.5915  31.8299
O  6.8719  7.3347  29.1786
N  2.3864  2.1387  15.3612
N  0.1164  11.1557  15.2998
O  -2.7343  9.0144  18.9355
O  5.1475  5.1032  15.395
O  1.4602  4.4371  16.1477
N  6.0558  2.6778  16.3859
O  7.8872  -4.455  19.3523
O  8.4351  2.1167  15.2724
O  4.7451  0.4735  15.3625
O  5.6819  9.6996  19.4661
O  8.2294  8.2061  15.64
O  10.2982  6.6256  16.3953
O  6.1907  18.5745  17.8324
O  3.8293  4.3678  17.4722
O  2.2412  -1.7096  15.2483
O  3.7832  9.2999  17.3175
O  -6.4587  1.6163  22.6523
O  3.1346  -0.5136  19.5484
O  3.4011  6.9684  16.1488
O  -0.8679  0.9887  21.9867
O  1.4145  5.7897  18.1981
O  -5.6042  5.9313  19.6842
O  -4.7875  7.2725  21.7395
O  -0.4933  5.5082  21.4559
O  -3.8818  8.2754  23.9325
O  -1.4304  -1.5196  24.2232
O  4.6089  0.9158  17.8935
O  12.2425  -2.6962  17.4064
O  11.5118  1.2921  19.825
N  -4.2196  -0.6086  16.7896
O  1.9332  0.7249  22.0824
O  10.307  3.6032  19.4954
O  6.4317  5.0236  17.6212
O  15.1638  -0.7476  21.7783
O  14.7617  -2.9253  20.4649
O  1.898  13.7956  25.8052
O  -9.5664  8.9655  24.5451
O  -2.6555  6.1817  22.9283
O  -6.9079  5.754  22.0477
O  2.0349  0.3387  17.3168
O  1.0846  0.5376  25.2804
O  -8.9788  14.1681  18.619
O  -3.6514  10.7089  24.6205
O  -0.594  7.392  18.8865
O  6.8415  4.1417  31.8897
O  10.1442  3.3291  30.0054
O  3.6121  4.4097  24.3607
O  8.976  3.3739  21.8185
O  11.5631  -7.8035  21.7238
O  5.7487  16.8597  23.9892
O  5.6161  14.6938  22.6187
O  -6.9152  0.5714  28.775
O  -1.8287  1.2051  28.9235
O  -2.0794  -8.9708  24.1254
O  -10.7483  2.0751  17.2705
O  7.1511  12.4948  22.1714
O  2.3119  -1.3557  29.0159
O  2.2754  5.3822  26.4717
O  3.0756  2.0017  30.9929
O  4.2072  3.6065  26.839
O  -1.072  -0.5103  27.1478
O  -0.447  18.8382  26.1448
O  -7.5763  10.6039  24.0854
O  5.4089  -5.5688  28.4367
O  2.9132  4.6115  28.8834
O  1.8573  -3.8416  28.5052
O  2.9288  -0.8445  26.5609
O  11.2256  4.9534  28.3014
O  -2.9287  8.77  26.3121
O  6.2195  2.1711  24.5704
O  -0.2752  -3.686  23.4504
O  -1.6603  -3.0356  21.1724
O  4.3447  -3.1814  29.0067
O  9.2966  8.1456  28.5368
O  -2.0128  5.6497  29.3213

Results
free energy: -136305.260 eV
free energy less fixed offsets of N -386.36, O -570.45, Si -639.56 eV per atom: -0.080 eV

Forces (eV/angstrom), in the order of the atoms: element, x, y, z
Si  0.0114  -0.0047  0.0574
Si  0.0427  -0.0066  0.0092
Si  -0.0058  0.032  0.007
Si  -0.0014  0.0169  0.0435
Si  0.0244  -0.0339  0.0594
Si  0.0037  0.0095  0.034
Si  -0.0002  0.0027  0.0497
Si  -0.0059  0.0213  0.0641
Si  0.0072  -0.0167  -0.01
Si  0.0107  -0.0025  -0.0132
Si  -0.0065  -0.0011  -0.0041
Si  -0.001  -0.0041  -0.0055
Si  0.0088  -0.0054  0.0004
Si  -0.0148  0.0124  -0.0064
Si  -0.0053  0.0077  -0.009
Si  -0.013  0.0017  -0.0085
Si  -0.0111  -0.0235  0.0117
Si  0.0047  0.0013  0.0054
Si  0.0051  0.007  0.0063
Si  0.0045  0.0122  0.0079
Si  0.0038  0.0013  0.0067
Si  -0.0023  -0.0045  -0.0025
Si  0.0048  0.0098  -0.0039
Si  -0.0005  0.0017  0.0021
Si  0.0016  0.0065  0.0049
Si  0  -0.0016  -0.0051
Si  -0.0015  -0.0017  -0.0094
Si  -0.0011  -0.0048  -0.0021
Si  0.0034  -0.011  -0.007
Si  0.0044  0.0019  0.0024
Si  -0.0046  0.002  -0.0083
Si  0.0031  -0.0008  -0.0058
Si  -0.0026  -0.0027  -0.0017
Si  0.004  -0.0059  0.0003
Si  -0.0004  0.0019  0.0023
Si  -0.0011  0.0057  -0.0023
Si  -0.003  0.0015  -0.0008
Si  -0.0002  0.0011  -0.0009
Si  0.0013  0.0029  0.0016
Si  -0.0014  0  0.0014
Si  -0.0006  0.0005  0.0001
Si  -0.0029  -0.0024  0
Si  0.0036  0.0007  0
Si  0.0021  -0.0027  0.0001
Si  0.0005  0  0.0005
Si  0.0001  -0.0019  0.0008
Si  -0.0028  -0.0009  -0.0007
Si  0.0035  0.0021  0.0014
Si  -0.0012  -0.0004  0.0007
Si  0.0016  0.0004  -0.0007
Si  -0.0017  -0.0019  -0.0011
Si  -0.0025  0.0031  -0.0002
Si  -0.0017  -0.0028  -0.0011
Si  -0.0009  0.0005  -0.0004
Si  -0.0008  0.0023  0.0015
Si  0.0011  -0.0004  0.0007
Si  0.0058  -0.0016  0.0011
Si  -0.0009  0.0055  0.0023
Si  -0.0019  -0.0015  0.0015
Si  0.0011  -0.0033  -0.0011
Si  -0.0013  -0.0037  0.0013
Si  0.0016  -0.0021  0.0007
Si  -0.0043  -0.0016  -0.0006
Si  0.0024  0.0012  0.0014
Si  0.0019  0.0027  0.0094
Si  -0.0039  -0.0067  0.0048
Si  0.0009  -0.0017  0.001
Si  0.0051  0.0038  0.0028
Si  0.003  -0.0059  0.0017
Si  0.0001  0.0071  0.0079
Si  -0.0056  0.0024  -0.0005
Si  -0.0008  0.002  0.0005
Si  0.0149  0.004  -0.0114
Si  -0.0008  0.0074  -0.011
Si  0.0005  0.0006  -0.0015
Si  -0.0165  0.0074  -0.0018
Si  -0.0033  -0.001  -0.0062
Si  0.0027  -0.0174  0.0051
Si  0.0023  0.0011  0.0056
Si  0.0052  -0.0028  -0.0063
Si  -0.018  0.022  0.0047
Si  0.0154  -0.0122  -0.0156
Si  -0.0093  -0.0055  0.0056
Si  0.0093  -0.001  0.0067
Si  0.007  0.0103  0.0138
Si  -0.0009  0.0054  0.0057
Si  0.0011  -0.0053  0.007
Si  0.0001  0.0119  0.01
Si  -0.0165  -0.0155  -0.0318
Si  -0.0104  -0.0107  -0.0107
Si  -0.0004  0.004  -0.0096
Si  0.004  0.0129  -0.0384
Si  0.0155  -0.0181  -0.0491
Si  0.0075  0.0131  -0.0347
Si  -0.0032  -0.0057  -0.0304
Si  -0.013  -0.0059  -0.0422
Si  -0.0015  0.0017  -0.0335
Si  0.005  0.0017  -0.034
Si  0.0059  0.0133  -0.0306
Si  -0.0037  0.0038  -0.0329
Si  0.0025  0.0049  -0.0403
Si  -0.001  0.0004  0.0065
Si  -0.0033  -0.0248  -0.0235
Si  -0.0006  0.0055  -0.0156
Si  0.0013  -0.0003  -0.03
Si  0.0091  0.0045  -0.0066
Si  -0.0018  0.0013  -0.0103
Si  -0.0014  -0.0116  -0.0089
Si  -0.0103  0.0031  0.0001
Si  -0.0034  0.0036  -0.0273
Si  0.0131  -0.0005  -0.0368
Si  0.0038  0.0007  0.0143
Si  0.0065  -0.0006  0.0167
Si  -0.0084  0.0101  -0.0341
Si  0.0037  0.0048  -0.0209
Si  0.004  -0.0081  0.0291
Si  0.007  -0.0007  -0.0217
Si  0.0011  -0.0021  0.0115
Si  0.0049  0.0002  0.0263
Si  -0.009  -0.0024  -0.0289
Si  -0.0014  0.0105  -0.0413
Si  0.015  -0.0018  -0.0426
Si  -0.0014  0.0032  0.0177
Si  0.0056  -0.0003  0.025
Si  -0.0045  0.0129  0.0301
Si  0.0023  -0.0122  0.0408
Si  0  -0.0025  0.0304
Si  0.0075  -0.0047  0.0334
Si  0.0046  -0.0038  0.0428
Si  0.0036  0.0018  0.0177
Si  -0.0024  0.0038  0.0275
Si  0.001  0.007  0.0233
Si  0.0047  -0.0038  0.0252
Si  -0.0118  -0.0045  0.0435
O  0.0116  0.0055  -0.0138
O  -0.0054  0  -0.0136
O  0.0068  -0.0059  -0.0295
O  -0.0085  0.0125  -0.0312
O  -0.0399  -0.0296  0.045
O  0.0146  -0.0071  -0.0375
O  0.0051  -0.0015  -0.0338
O  0.0007  -0.0004  -0.0242
O  -0.0244  0.0179  -0.0164
O  -0.0072  0.0023  -0.009
O  -0.001  0.0006  -0.0072
O  0.0011  0.0015  -0.0161
O  -0.0013  -0.0012  -0.0317
O  -0.0033  -0.0011  -0.0673
O  0.0005  0.0011  -0.0131
N  -0.0051  0.0016  0.0321
N  -0.0164  -0.0005  0.0146
O  0.0054  -0.002  0.011
O  0.0009  -0.0072  0.0075
O  0.0031  0.0113  0.0266
N  -0.0028  0.012  0.0151
O  0.0035  -0.0033  0.0099
O  -0.0098  -0.0078  0.0319
O  0.0044  -0.0134  0.0165
O  -0.0057  0.0009  0.0178
O  0.0037  -0.0007  0.022
O  0.0071  -0.0005  0.0254
O  -0.004  -0.0034  0.0081
O  -0.0014  0.0015  0.0234
O  0.0096  -0.003  0.0164
O  0.003  0.0003  0.0116
O  0.0034  0.0043  0.0019
O  0.0046  -0.0018  0.0171
O  -0.004  0.0051  0.0178
O  -0.0075  -0.0014  0.0067
O  -0.0039  0  0.0112
O  -0.008  0.0029  0.0197
O  0.0073  0.0024  0.0119
O  -0.0009  -0.0002  0.0053
O  -0.0038  0.0014  0.0004
O  -0.0021  0.0017  -0.0064
O  -0.001  -0.0055  0.0148
O  -0.0049  -0.0043  0.0143
O  -0.0014  -0.0046  0.0216
N  -0.0036  -0.0063  0.0292
O  0.0024  -0.0006  0.006
O  -0.0095  0.0081  0.0182
O  0.0019  0.0065  0.0095
O  0.0007  0.0075  0.0186
O  -0.0001  0.0007  0.0095
O  -0.0034  -0.003  -0.0062
O  -0.001  -0.0033  -0.0046
O  -0.0016  -0.0029  0.0057
O  -0.0031  -0.0029  0.0094
O  0.0078  -0.0053  0.0195
O  -0.0014  -0.0041  -0.0083
O  -0.0053  -0.0042  0.0176
O  -0.0013  0.0001  -0.0048
O  -0.0054  0.0013  0.0174
O  0.0004  -0.0132  -0.0181
O  0.0039  -0.0045  -0.0118
O  0.0038  0.0025  -0.0119
O  -0.0082  -0.0022  0.0046
O  -0.0024  0.0017  0.0085
O  0.0029  0  0.0032
O  0.0042  0  -0.0018
O  -0.0027  -0.008  -0.0132
O  -0.0035  -0.0037  -0.0252
O  0.0015  0.0017  -0.0032
O  -0.004  0.004  0.0202
O  0.0003  -0.001  -0.0034
O  -0.0042  0.0097  -0.0142
O  0.0022  -0.0014  -0.0136
O  -0.0128  0.0112  -0.0373
O  -0.001  -0.0041  -0.0154
O  0.0003  0.0003  -0.0069
O  0.0016  -0.0016  -0.0129
O  0.0057  0.0031  -0.0043
O  -0.0027  -0.0032  -0.0134
O  -0.0046  -0.0023  -0.0084
O  -0.0041  -0.0027  -0.009
O  0.0024  -0.0021  -0.0176
O  0.0016  0.0001  -0.0105
O  -0.0059  0.0024  -0.0111
O  -0.001  0.001  -0.0007
O  0.0036  -0.0009  0
O  0.0015  -0.0008  0.019
O  0.0008  0.0033  -0.0068
O  0.0055  0.0108  -0.0249
O  0.0025  -0.0016  -0.0073

The program warned: the cutoff lies below the one the program advises for these potential files; the forces do not sum to zero within the program's tolerance; empty levels may hold ghost states of the PAW files; the exchange-correlation potential is rough where the density is thin.
